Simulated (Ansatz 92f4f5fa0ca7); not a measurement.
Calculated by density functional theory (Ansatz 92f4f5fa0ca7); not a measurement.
Periodic cell of 192 atoms, Si128O64, from a study of silicon, its oxide and their interface. The atomic structure is a simulated model.
This geometry differs little from another in the collection (a relaxation step or a small displacement).

Settings: functional r2SCAN; potential files Ansatz PAW; basis plane waves; wave-function cutoff 800 eV; density cutoff ratio 5; exchange-correlation grid ratio 1; k mesh 1 x 1 x 1, shifted by 0.5 0.5 0 of a step; self-consistency stop 1e-10 eV per atom in the density residual; occupations fixed; spin none; net charge 0.

Cell vectors (angstrom)
a 10.888 0 0
b 0 10.888 0
c 0 0 28.4753

Atoms and the computed forces on them: element, x, y, z (angstrom), force x, y, z (eV/angstrom)
Si 0.4958 -0.5882 0.1954 -0.0141 -0.0046 -0.0741
Si 4.1085 4.0397 1.4861 0.0006 0.001 0.0083
Si -1.576 4.0817 1.2927 0.0002 0.0021 0.0063
Si 2.2354 8.6775 0.3395 0.0054 -0.0157 -0.0767
Si 5.5393 3.0644 -4.3453 0.0059 -0.0301 -0.2489
Si 10.179 5.6482 -0.17 -0.0042 0.0006 -0.131
Si 8.3452 8.1923 0.3467 0.0027 0.0158 -0.0927
Si 12.3607 5.6473 -4.4208 0.032 -0.0129 -0.2416
Si 1.339 1.4033 1.1626 0.0028 -0.0017 0.0056
Si 5.4915 5.1376 -0.0403 -0.0235 -0.0027 -0.1035
Si 1.4561 6.8428 1.4961 -0.0119 -0.016 -0.0293
Si 4.0185 9.613 1.4539 -0.0008 -0.001 0.0067
Si 6.766 1.3592 1.3328 -0.0011 0.0021 0.0102
Si 7.7796 2.9559 -0.0766 0.0158 -0.0189 -0.1175
Si 3.5603 4.5499 -2.327 -0.0086 0.0179 -0.2626
Si 9.6416 9.5682 1.6274 0.0017 0.0026 0.0028
Si -0.0467 2.7581 2.5587 -0.0034 0.0007 -0.0019
Si 2.6356 0.1012 2.7509 0.0002 0.0005 -0.0008
Si -0.0009 8.078 2.9004 -0.0015 0.0021 0.0003
Si 2.7718 5.4415 2.8014 0.0033 -0.0051 -0.0009
Si 5.4535 2.6764 2.8116 0.0022 -0.0023 -0.0017
Si 8.1651 0.076 2.7504 -0.0022 0 -0.0018
Si 5.3871 8.1814 2.7136 -0.0001 -0.0012 -0.0007
Si 8.013 5.4745 2.6897 0.0014 0.0003 -0.0011
Si 1.3175 4.0646 4.0276 -0.0006 -0.0007 -0.0004
Si 4.0415 1.3608 4.1402 -0.0013 -0.0006 -0.0005
Si 1.3597 9.5417 4.1331 0.0014 -0.0012 -0.0029
Si 4.0943 6.8301 4.1447 0.0013 0.0011 0.0006
Si 6.7769 4.0915 4.1286 0.0008 0.0005 -0.0001
Si 9.5385 1.4358 4.0576 0.0024 0.0008 0.0013
Si 6.7984 9.5346 4.0587 0.0002 -0.0004 0.0003
Si 9.4317 6.7484 4.122 -0.0011 -0.0019 -0.0002
Si -0.0298 0.0231 5.4429 -0.0002 -0.0003 0.0001
Si 2.6751 2.7389 5.4544 0.0009 -0.0002 -0.0005
Si -0.0314 5.406 5.4265 -0.0003 -0.0002 0.0003
Si 2.727 8.1895 5.4814 -0.0002 -0.0013 0
Si 5.427 -0.0187 5.4424 0.0015 0.0008 -0.0002
Si 8.187 2.7534 5.4552 -0.0012 -0.0001 -0.0008
Si 5.4395 5.4522 5.498 0.0007 -0.0018 0.0004
Si 8.1359 8.1692 5.4583 0.0002 -0.001 -0.0008
Si 1.3459 1.3524 6.8182 -0.0005 -0.0003 0.0001
Si 4.0539 4.0875 6.8237 0.0007 -0.0005 0.0009
Si 1.3408 6.7864 6.7756 0.0015 -0.0001 0.0002
Si 4.099 9.5213 6.8316 0.0003 0 0.0008
Si 6.808 1.3598 6.7739 -0.0001 -0.0013 0.0004
Si 9.5461 4.0707 6.8345 0.0006 -0.001 0.001
Si 6.819 6.8008 6.8457 0.0001 -0.0012 0.0007
Si 9.5162 9.5277 6.8067 0.0006 -0.0004 0.0003
Si 0.002 2.7083 8.1891 0.0006 -0.0011 0.0007
Si 2.7273 -0.0043 8.1661 0.0015 -0.0011 0.0008
Si 0.009 8.1456 8.1512 0 -0.0007 0.0004
Si 2.7097 5.4617 8.172 0 -0.0011 0.0012
Si 5.4543 2.7123 8.1535 0.0007 -0.001 0.0017
Si 8.1389 -0.0094 8.153 0.0003 -0.0003 0.0009
Si 5.4539 8.1634 8.1762 0.0004 -0.0005 0.0008
Si 8.1993 5.4279 8.1907 -0.0006 0 0.0004
Si 1.3942 4.0591 9.5264 0.0007 -0.0006 0.0016
Si 4.1198 1.3276 9.5199 0.0003 0 0.0009
Si 1.4035 9.4767 9.5091 -0.0005 -0.0001 0.0003
Si 4.1005 6.818 9.522 0.0005 -0.0006 0.0001
Si 6.8183 4.0698 9.5329 0.0006 -0.001 0.0006
Si 9.4933 1.3476 9.5056 -0.0008 0.0001 0.001
Si 6.7984 9.5155 9.5366 -0.0001 -0.0008 0.0008
Si 9.5654 6.7825 9.5439 0.0003 -0.0003 0.0013
Si -0.0152 -0.0525 10.7747 0.0013 -0.0008 -0.0001
Si 2.8067 2.7184 10.8644 0.0007 0.0005 0
Si 0.0649 5.4188 10.8985 -0.0006 0.0008 0.0016
Si 2.815 8.1861 10.928 0.0016 0.0011 0.0001
Si 5.4272 -0.0523 10.9334 -0.0011 0.0008 -0.0007
Si 8.1301 2.67 10.9129 -0.0004 -0.0006 0.0006
Si 5.4728 5.4737 10.87 0.0001 0.0001 0.0003
Si 8.1476 8.1269 10.8633 -0.0002 -0.0001 -0.0002
Si 1.4059 1.2633 12.0583 0.0026 -0.0008 0.0001
Si 4.178 4.1081 12.2397 0.0025 -0.0011 0.0021
Si 1.5126 6.7628 12.2265 0.0036 0.0016 -0.0009
Si 4.1481 9.5052 12.4263 -0.002 0.0013 -0.0019
Si 6.727 1.3146 12.3025 -0.0002 0.0008 -0.0011
Si 9.5374 4.0488 12.1966 0.0007 -0.0027 -0.0003
Si 6.7853 6.8326 12.2959 0.0007 -0.0018 -0.0005
Si 9.5068 9.506 12.1434 -0.0007 -0.0013 0.0006
Si 0.1121 2.6319 13.3839 -0.0036 0.0031 -0.0016
Si 2.6741 0.0507 13.633 0.0019 0.0004 0.0019
Si 0.0665 8.1524 13.3705 -0.0013 0.0012 0.0036
Si 2.8758 5.4277 13.6834 -0.0092 -0.0025 -0.0022
Si 5.4397 2.7452 13.7149 -0.0036 -0.0052 0.0005
Si 8.1329 -0.0898 13.5577 -0.0009 -0.0036 0.0014
Si 4.3804 6.5415 15.2332 0.004 0.001 0.006
Si 8.1683 5.4129 13.5407 -0.0016 0.0021 -0.001
Si 1.6306 3.7607 14.7705 0.0113 -0.0022 0.0036
Si 3.4257 1.9687 14.8272 -0.006 0.006 -0.0523
Si 1.251 9.5085 14.8727 -0.0032 0.0124 -0.0097
Si 5.541 8.1372 13.8841 0.0062 0.0054 0.0005
Si 7.0788 3.9409 15.0409 -0.0004 0.002 0.0039
Si 9.6442 1.2485 14.7022 0.0003 -0.0032 0.0054
Si 6.4675 11.2758 17.7233 0.0248 0.0033 -0.1599
Si 9.1229 8.3022 16.2132 -0.0067 0.0254 -0.0557
Si 0.3801 1.3811 20.7504 -0.0113 0.0208 -0.2132
Si 4.4783 2.4559 17.5047 0.015 0.0126 -0.1712
Si -1.8586 3.0344 16.0656 -0.0023 0.019 -0.0641
Si 3.0628 7.7274 16.7267 -0.0332 -0.0176 -0.1423
Si 7.1183 -1.4863 15.2413 0.0088 -0.0243 -0.0322
Si 12.4386 5.9886 18.978 -0.0694 0.043 -0.1831
Si 5.7414 5.0415 16.5859 -0.0126 0.0067 -0.1146
Si 9.7702 6.6313 14.6929 -0.006 0.0076 0.0045
Si 5.1247 -10.6522 28.5706 0.0114 -0.0165 -0.0932
Si -4.2456 -4.0462 29.7211 0.0026 -0.0045 0.0046
Si 21.2829 32.1663 16.0813 -0.0028 -0.024 -0.0634
Si -18.9541 -5.6225 21.6333 -0.0061 0.001 -0.2773
Si -2.8634 -9.1674 25.5739 0.0007 0.0181 -0.2614
Si 9.365 11.9498 18.3632 -0.0093 0.0007 -0.2152
Si -8.2064 10.2761 21.0539 0.0031 0.0112 -0.223
Si 7.3513 18.5655 24.4378 -0.0239 -0.0029 -0.2349
Si -32.894 37.4929 15.9997 0.0033 0.0043 0.0044
Si 1.0456 8.8671 26.2226 0.0033 -0.0304 -0.2504
Si -6.3957 31.1076 18.7616 0.0154 0.0264 -0.1963
Si -14.8652 14.0724 21.5639 0.0134 0.0328 -0.2343
Si -0.8586 6.3564 25.5078 -0.0207 0.0051 -0.2096
Si 7.4846 5.3458 19.3009 0.0452 0.0201 -0.2386
Si -19.203 14.1972 19.607 0.0037 -0.0018 -0.1978
Si -34.3104 12.488 22.8241 0.0345 -0.0009 -0.2504
Si 2.4543 30.3206 23.6633 0.0523 0.006 -0.243
Si -15.2648 18.9097 20.4324 0.0144 -0.0536 -0.2211
Si -33.3483 6.0671 18.0657 0.027 0.0261 -0.1096
Si -5.7258 33.5874 22.1864 -0.0182 -0.0164 -0.1945
Si -3.9109 9.8265 26.5094 0.013 -0.0176 -0.2209
Si 7.5382 31.6704 22.2937 -0.0235 0.0182 -0.212
Si -18.7289 13.4719 28.4588 0.0013 0.0246 -0.1025
Si 26.7074 -3.7005 22.9569 -0.0134 -0.0041 -0.2202
O -16.9981 1.7692 -4.9664 0.0092 0.0569 0.1212
O -15.6097 25.6464 -5.6304 -0.0374 -0.002 0.1447
O -5.5718 -11.0623 -9.7731 -0.0366 -0.0377 0.0869
O -2.3541 17.6607 -3.4215 0.0512 -0.0205 0.0864
O 18.3818 20.1547 -7.6944 0.0128 0.0335 0.118
O -6.364 5.4562 -1.355 0.0529 0.0119 0.1293
O -4.8031 21.438 -5.8541 0.0084 -0.0047 0.07
O 1.2965 21.8428 -7.889 0.02 -0.0166 0.0711
O 4.5009 3.9276 -3.4913 -0.0585 0.0425 0.1386
O -29.3684 -1.4741 -8.6459 -0.0479 0.0273 0.1333
O -7.0981 33.144 -6.9973 0.0359 0.0165 0.0833
O -6.8626 8.1831 -4.6165 -0.0244 0.0158 0.0837
O -1.4609 7.0875 -0.1582 -0.0199 0.0165 0.0579
O 9.5069 -3.3523 -10.8083 0.0125 -0.0422 0.0898
O -0.1061 16.4118 -4.136 -0.0417 0.0203 0.1001
O 5.6413 10.3809 -1.2651 -0.0431 0.0312 0.1107
O 2.4229 17.8369 17.9969 -0.0254 -0.0325 0.1001
O 2.2248 -2.5907 27.1929 0.0293 0.0034 0.1373
O -17.7196 -4.9144 22.3737 0.028 0.0275 0.0991
O -19.4771 9.3398 22.2855 -0.0106 -0.0612 0.1568
O -23.6118 27.0112 18.8843 -0.0756 -0.0194 0.0953
O 6.0361 -9.0249 21.1778 -0.0101 -0.0076 0.0884
O -8.48 5.3883 25.3594 0.047 -0.0289 0.1326
O 6.4359 21.3708 16.3041 -0.0169 0.0418 0.0899
O -13.3875 2.7409 22.0494 0.0184 -0.0251 0.0917
O 8.6643 -10.7506 22.4303 -0.0003 0.007 0.0745
O 12.8764 15.3389 18.6051 0.0344 -0.0322 0.0867
O 23.6507 -24.3482 15.8154 0.0466 -0.0302 0.0592
O 6.0227 12.8332 17.5611 -0.0052 -0.0112 0.0582
O 22.6079 27.667 28.758 0.0232 0.0147 0.055
O -9.6078 13.4897 20.2269 -0.0224 -0.0296 0.0767
O 4.5489 4.0153 17.0701 -0.0142 -0.0346 0.069
O 6.5659 -16.3063 17.9476 0.0445 0.0106 0.1494
O 1.6732 -14.6224 23.5091 -0.0192 -0.0079 0.0904
O -12.5979 1.842 24.4279 -0.0372 0.0036 0.1713
O -11.7261 5.2848 26.7276 -0.0011 -0.0279 0.1481
O -28.57 1.3904 28.0379 -0.0009 -0.0047 0.049
O -26.0496 30.3839 25.5253 -0.0043 0.062 0.1415
O 16.3585 18.8516 21.6554 -0.0437 -0.0181 0.1478
O -14.7426 14.9934 20.2371 -0.0271 -0.0703 0.1486
O 6.6562 4.0766 27.9302 -0.0012 0.0082 0.0555
O 7.3439 -15.1032 20.2072 -0.0266 0.0532 0.0926
O 12.6751 9.3803 24.8699 -0.0553 0.0143 0.1652
O 7.977 20.1006 27.6049 0.0304 -0.0419 0.1185
O -7.4731 25.7897 20.7947 0.015 0.0367 0.1225
O -21.8982 12.5287 22.2674 -0.0497 0.0053 0.1234
O 17.0921 6.7034 23.8247 0.052 0.006 0.1048
O 12.7326 15.5866 22.7938 -0.0437 0.0164 0.158
O -22.7371 1.2751 19.8448 0.0514 0.0113 0.153
O -8.8737 27.977 20.5421 0.0764 -0.0255 0.1882
O -11.2864 -10.721 17.593 -0.0147 0.0418 0.1063
O -24.7201 0.2739 18.3604 0.0038 0.0006 0.0623
O -25.9321 67.8764 25.0802 0.0462 -0.0243 0.1127
O 3.8989 30.7688 17.3052 0.0251 0.0407 0.1022
O -1.8107 -8.4003 17.631 0.0022 -0.0466 0.1114
O 2.8119 36.0821 27.0529 -0.0124 -0.0552 0.13
O 5.607 8.2113 19.105 0.0312 -0.0108 0.0995
O -7.172 12.4475 16.3912 0.0219 0.0029 0.0957
O 0.2949 10.0887 27.011 -0.0057 0.0386 0.1288
O 7.913 8.6688 23.2833 0.0033 -0.0595 0.1345
O -0.0204 7.7062 25.844 0.0183 0.0334 0.0836
O -14.0823 11.0278 25.7015 -0.0173 -0.0358 0.097
O -24.2229 24.091 27.0265 -0.0054 0.0429 0.1681
O -18.1892 2.3207 18.839 -0.0465 0.011 0.1086

Results
free energy: -118372.812 eV
free energy less fixed offsets of O -570.45, Si -639.56 eV per atom: -0.332 eV

The program warned: the cutoff lies below the one the program advises for these potential files; the forces do not sum to zero within the program's tolerance; empty levels may hold ghost states of the PAW files; the exchange-correlation potential is rough where the density is thin.
